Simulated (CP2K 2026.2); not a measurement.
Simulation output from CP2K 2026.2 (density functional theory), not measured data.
Periodic cell of 504 atoms, Si360O144, from a study of silicon, its oxide and their interface. The atomic structure is a simulated model.
Doubt: the forces sum to 0.99 eV/angstrom along one axis rather than to zero, so they err by at least 0.0020 eV/angstrom per atom on average; the grid cutoff is modest.

Settings
functional: PBE
method: Gaussian and plane waves
basis set: DZVP-MOLOPT-SR-GTH
pseudopotentials: GTH-PBE
grid cutoff: 300 Ry, relative cutoff 40 Ry
k points: Gamma only
occupations: fixed
spin: none
net charge: 0

Cell vectors (angstrom)
a 16.32 0 0
b 0 16.32 0
c 2.5932 -7.0964 33.272

Atoms and the computed forces on them: element, x, y, z (angstrom), force x, y, z (eV/angstrom)
Si 1.564 -1.695 0.152 -0.191 0.429 0.669
Si 4.301 1.127 0.153 -0.3 0.303 0.649
Si 1.006 4.39 -0.131 0.184 -0.167 0.702
Si 3.966 6.954 -0.061 0.116 -0.229 0.701
Si 1.717 -7.178 0.02 -0.021 0.207 0.703
Si 4 -3.76 0.2 0.303 -0.411 0.597
Si 6.564 -1.117 0.286 0.358 -0.213 0.675
Si 9.381 1.718 0 0.056 -0.214 0.678
Si 7.004 3.788 0.037 -0.084 0.247 0.759
Si 9.355 7.096 0.143 0.01 -0.168 0.742
Si 7.072 9.231 0.032 -0.148 0.091 0.741
Si -6.617 -4.403 0.095 -0.132 0.211 0.74
Si -3.94 -1.675 0.1 -0.095 0.172 0.722
Si -1.797 1.574 -0.062 0.358 -0.246 0.669
Si -3.98 3.901 0.09 -0.129 0.34 0.649
Si -1.047 6.761 0.122 -0.162 -0.036 0.624
Si -4.367 -6.585 0.148 0.228 -0.057 0.724
Si -1.52 -3.699 -0.041 0.135 -0.337 0.632
Si 2.675 -0.01 1.377 -0.006 -0.006 -0.086
Si 5.439 2.732 1.409 0.035 -0.002 -0.038
Si 2.704 5.41 1.224 -0.017 -0.003 -0.067
Si 5.474 8.104 1.331 -0.011 -0.003 -0.06
Si 2.83 -5.513 1.268 -0.002 -0.001 -0.026
Si 5.445 -2.649 1.641 0.004 0.013 -0.036
Si 8.311 0.022 1.296 -0.008 0.025 -0.05
Si -5.475 2.778 1.475 0.012 -0.003 -0.046
Si 8.152 5.435 1.308 0.006 -0.012 -0.054
Si -5.483 8.232 1.529 -0.026 0.011 -0.051
Si 8.12 10.831 1.409 -0.001 -0.004 -0.091
Si -5.464 -2.822 1.415 0.013 -0.015 -0.077
Si -2.81 -0.019 1.337 0.003 -0.007 -0.064
Si -0.085 2.722 1.154 -0.008 0.003 -0.046
Si -2.744 5.543 1.254 0.021 0.005 -0.034
Si 0.181 8.142 1.5 -0.007 0.012 -0.044
Si -2.636 -5.411 1.239 0.011 -0.001 -0.037
Si -0.045 -2.709 1.46 0.008 -0.013 -0.031
Si 1.289 1.414 2.612 -0.005 0.004 0.01
Si 4.045 4.105 2.673 0.008 0.025 0.007
Si 1.481 6.73 2.783 0.011 -0.031 0.024
Si 4.152 9.497 2.704 -0.009 0.007 0.027
Si 1.377 -4.167 2.668 0.05 0.007 -0.007
Si 4.003 -1.306 2.865 -0.019 0.007 0.03
Si 6.851 1.334 2.705 -0.019 -0.038 0.031
Si 9.494 4.152 2.769 -0.01 0.016 0.03
Si 6.789 6.747 2.714 0.014 -0.008 0.027
Si 9.468 9.552 2.856 -0.011 0.013 0.066
Si 6.825 12.219 2.8 0.026 -0.032 0.032
Si -6.767 -1.377 2.718 -0.002 0.017 0.005
Si -4.129 1.331 2.745 0.008 0.011 0.024
Si -1.397 4.097 2.609 0.021 0.005 0.042
Si -4.067 6.817 2.724 0 -0.008 0.007
Si -1.313 -6.775 2.664 -0.005 -0.001 -0.002
Si -4.019 -4.135 2.727 -0.006 -0.02 0.023
Si -1.394 -1.299 2.746 -0.032 -0.008 0.011
Si -0.012 0.058 4.056 0.006 0 0.01
Si 2.683 2.728 4.014 0.01 -0.025 0.001
Si 0.002 5.396 4.039 -0.006 -0.001 -0.02
Si 2.799 8.147 4.099 -0.003 -0.005 0.01
Si 0.022 -5.459 4.077 -0.003 -0.012 -0.001
Si 2.663 -2.764 4.095 -0.007 -0.003 0.016
Si 5.461 0.033 4.114 0.007 0.001 0.004
Si 8.154 2.726 4.089 0.003 0.004 -0.015
Si 5.414 5.425 4.077 -0.013 0.011 0.001
Si 8.12 8.122 4.121 -0.003 0.019 -0.001
Si 5.45 10.857 4.118 -0.014 -0.012 -0.001
Si 8.191 -2.712 4.103 0.002 -0.002 -0.001
Si -5.447 -0.028 4.115 0.01 0.007 0.029
Si -2.724 2.733 4.03 -0.014 0.016 -0.01
Si -5.427 5.473 4.102 -0.019 -0.004 0.018
Si -2.681 8.179 4.04 0.001 0.019 0.017
Si -5.407 -5.433 4.131 0.01 0.01 -0.009
Si -2.721 -2.714 4.087 -0.008 -0.004 -0.013
Si 1.369 -1.345 16.334 0.001 -0.005 0
Si 4.064 1.344 16.351 -0.015 0.003 -0.003
Si 1.345 4.079 16.296 -0.002 0.015 -0.015
Si 4.08 6.836 16.338 0.007 -0.01 0.004
Si 1.398 -6.764 16.343 0.016 0.014 -0.002
Si 4.086 -4.084 16.297 0 -0.007 -0.003
Si 6.815 -1.382 16.353 -0.019 0.011 -0.002
Si -6.765 1.356 16.278 0.017 -0.012 -0.006
Si 6.797 4.098 16.283 0.011 -0.013 -0.015
Si -6.828 6.787 16.284 0.004 -0.014 -0.005
Si 6.792 9.524 16.298 -0.001 -0.009 -0.007
Si -6.804 -4.05 16.363 -0.011 -0.002 0
Si -4.056 -1.36 16.282 0.011 0.008 -0.013
Si -1.385 1.323 16.324 0.007 -0.012 -0.011
Si -4.089 4.034 16.305 0.001 -0.007 -0.013
Si -1.385 6.799 16.302 -0.014 0.008 -0.002
Si -4.073 9.545 16.315 -0.005 -0.003 -0.008
Si -1.334 -4.065 16.355 -0.005 0.016 0.005
Si 2.703 -0.01 17.75 -0.011 0.011 0.008
Si 5.458 2.733 17.634 -0.019 0.009 0.01
Si 2.693 5.452 17.646 0 -0.017 0.015
Si 5.459 8.196 17.709 0 0.011 0.008
Si 2.763 -5.389 17.728 -0.019 0.005 0.019
Si 5.429 -2.766 17.688 0.014 -0.021 -0.018
Si 8.262 -0.033 17.64 -0.005 0.002 0
Si -5.464 2.709 17.696 0.008 -0.01 0.001
Si 8.13 5.446 17.672 0.009 0.008 0.004
Si -5.472 8.167 17.598 0.001 0.007 0.008
Si 8.08 10.921 17.674 0.012 0.035 0.004
Si -5.351 -2.71 17.681 0.008 0.012 -0.014
Si -2.77 -0.013 17.706 0.016 -0.005 0.011
Si -0.002 2.687 17.635 -0.029 -0.002 -0.018
Si -2.708 5.369 17.641 0.002 0.004 0.007
Si -0.033 -8.116 17.621 -0.005 -0.005 -0.023
Si -2.704 -5.431 17.707 -0.003 -0.004 -0.002
Si 0.024 -2.681 17.716 -0.004 -0.023 0.012
Si 1.312 1.388 19.077 0.017 -0.004 -0.019
Si 4.071 4.086 18.982 -0.005 0.012 -0.042
Si 1.262 6.809 18.946 -0.003 -0.03 -0.013
Si 4.16 -6.718 19.1 0.022 0.036 -0.007
Si 1.42 -3.993 19.101 0.024 0.003 -0.036
Si 4.096 -1.419 19.053 -0.007 -0.006 -0.022
Si 6.915 1.384 18.904 0.02 0.038 -0.05
Si -6.827 4.104 19.034 0.023 -0.018 -0.023
Si 6.782 6.789 19.065 -0.023 0.009 -0.005
Si -6.856 9.537 18.927 0.011 -0.021 -0.042
Si 6.726 -4.092 19.145 -0.014 -0.023 -0.005
Si 9.633 -1.374 19.049 0.034 0.018 -0.009
Si -4.164 1.318 19.089 -0.017 -0.004 -0.018
Si -1.372 3.964 19.024 -0.013 -0.005 -0.028
Si -4.103 6.768 18.887 -0.017 0.002 -0.053
Si -1.302 -6.75 19.059 0.027 -0.014 -0.027
Si -4.027 -4.066 19.094 -0.009 0.024 -0.019
Si -1.385 -1.348 19.065 0.002 -0.014 -0.032
Si -0.147 0.124 20.434 -0.035 -0.001 0.048
Si 2.781 2.681 20.378 0.009 -0.025 0.066
Si 0.016 5.334 20.322 0.033 0.011 0.039
Si 2.641 8.221 20.197 0.001 -0.003 0.018
Si 0.057 -5.358 20.452 -0.021 0.022 0.075
Si 2.732 -2.616 20.575 -0.008 0.007 0.022
Si 5.655 -0.098 20.159 0.008 -0.027 0.026
Si 8.155 2.743 20.395 0.011 -0.01 0.061
Si 5.355 5.467 20.404 0.012 -0.022 0.066
Si 8.116 8.233 20.346 -0.014 0.011 0.048
Si 5.388 -5.371 20.71 -0.019 0.016 0.032
Si 8.298 -2.802 20.326 0.003 -0.051 0.02
Si -5.468 -0.01 20.576 -0.008 0.004 0.017
Si -2.813 2.676 20.427 0.007 0.01 0.068
Si -5.495 5.523 20.324 0.016 0.02 0.065
Si -2.675 -8.259 20.205 0.006 -0.006 0.021
Si -5.469 -5.478 20.29 -0.023 -0.004 0.037
Si -2.627 -2.764 20.509 0.012 0.008 0.048
Si 1.115 -1.305 21.724 0.201 0.04 -0.685
Si 4.457 1.368 21.422 -0.288 0.037 -0.698
Si 1.685 4.314 21.67 -0.147 -0.12 -0.678
Si 3.701 6.719 21.568 0.231 -0.032 -0.628
Si 1.644 -6.569 21.657 -0.07 0.034 -0.703
Si 3.719 -4.191 22.087 0.291 0.187 -0.6
Si 7.228 -1.164 21.562 -0.044 -0.014 -0.652
Si -7.087 1.238 21.856 0.272 0.092 -0.72
Si 6.449 3.784 21.634 0.244 0.26 -0.727
Si -6.546 7.205 21.599 -0.089 -0.227 -0.753
Si 6.999 -6.683 21.885 -0.25 -0.047 -0.626
Si 9.279 -4.469 21.717 0.149 0.114 -0.749
Si -3.86 -1.267 21.798 -0.203 -0.1 -0.715
Si -1.792 1.112 21.875 0.189 0.191 -0.75
Si -3.994 4.311 21.615 -0.183 -0.193 -0.756
Si -1.668 6.411 21.52 0.131 0.045 -0.748
Si -4.219 -7.067 21.412 0.035 0.072 -0.623
Si -0.901 -3.737 21.885 -0.277 -0.202 -0.773
Si -4.929 -1.513 -2.82 -0.041 -0.011 0.116
Si -5.498 1.3 -2.835 -0.005 0.036 0.003
Si 6.404 -6.531 -2.949 0.06 0.009 0.078
Si 7.012 -2.507 24.289 0.109 -0.064 -0.01
Si -4.78 7.923 25.84 0.027 -0.075 -0.069
Si -2.291 1.579 -2.936 0.03 -0.121 0.036
Si 6.572 -3.711 -4.151 0.103 -0.058 0.109
Si 2.943 0.087 23.75 0.012 0.02 -0.031
Si -6.978 6.197 24.454 0.15 0.029 0.058
Si 4.17 -2.524 24.882 -0.052 -0.117 -0.265
Si 2.212 -2.996 -5.332 -0.026 0.139 0.141
Si -0.721 6.602 24.415 -0.074 -0.086 -0.035
Si 7.612 1.01 -6.311 -0.095 0.078 -0.064
Si 3.627 0.279 -2.553 0.099 -0.058 0.145
Si -2.413 -7.446 -1.871 -0.037 -0.013 0.162
Si -2.781 6.814 -3.649 -0.025 -0.137 -0.041
Si -1.485 2.101 24.884 -0.009 -0.034 -0.199
Si 0.899 4.429 -5.459 0.148 0.101 0.08
Si 0.886 -7.403 24.476 0 0.125 -0.068
Si -2.811 -2.709 -4.612 -0.04 -0.08 0
Si 5.139 0.625 -5.26 -0.135 -0.01 0.015
Si 2.945 -5.667 -6.319 0.016 0.016 -0.092
Si 1.246 -1.278 -2.937 0.182 -0.077 -0.012
Si -5.207 -3.228 -6.68 0.107 -0.013 0.068
Si -4.383 6.813 -6.396 -0.126 0.139 -0.007
Si 7.352 5.485 -4.596 -0.014 -0.18 0.092
Si 3.802 -7.329 -4.122 -0.075 -0.045 0.091
Si -3.567 -6.035 24.166 -0.069 0.049 -0.078
Si 1.143 -6.671 -2.932 0.074 -0.043 0.034
Si -6.903 3.069 -5.047 -0.063 -0.048 0.074
Si 5.273 7.904 23.913 0.078 0.044 -0.11
Si -1.81 4.181 -4.226 -0.06 0.033 -0.042
Si -6.417 6.853 -4.304 0.114 -0.008 0.016
Si -5.129 -3.277 23.923 -0.018 -0.059 -0.173
Si -6.942 -6.739 -3.987 0.023 0.117 0.106
Si -6.912 -3.944 -2.885 -0.089 -0.029 0.18
Si 3.46 2.901 25.093 0.162 -0.054 -0.105
Si 5.28 -2.307 -1.946 -0.026 0.001 0.16
Si -5.938 3.347 23.933 0.008 -0.072 -0.278
Si 0.799 -0.948 -7.105 0.11 0.063 0.044
Si 2.327 4.408 -2.844 -0.035 0.061 -0.033
Si -6.647 -5.953 -6.988 0.091 0.052 -0.034
Si 5.242 5.097 -2.263 -0.056 0.046 0.141
Si 5.195 -2.372 -6.323 0.023 -0.03 0.033
Si 1.673 6.971 -4.099 -0.035 0.015 -0.031
Si -4.159 4 -6.251 0.017 -0.08 0.035
Si 7.983 -4.74 25.869 -0.037 -0.063 -0.158
Si 0.868 4.038 24.583 -0.053 -0.016 -0.153
Si -5.095 5.71 -2.046 -0.064 -0.123 0.135
Si -0.937 -0.456 -4.819 0.048 0.111 -0.079
Si -0.898 -5.111 24.773 0.022 0.03 -0.25
Si -7.055 -2.182 25.979 -0.077 -0.047 -0.124
Si -1.137 -4.765 -2.788 -0.012 0.096 -0.02
Si 5.747 4.743 24.301 -0.143 -0.084 -0.067
Si 1.324 -1.353 5.418 0.014 0.001 0.008
Si 4.066 1.397 5.415 -0.001 0.005 0.006
Si 1.349 4.061 5.425 0.005 0.006 -0.001
Si 4.114 6.794 5.477 -0.001 0.016 0.013
Si 1.381 9.493 5.428 0.012 -0.002 0.006
Si 4.067 12.227 5.446 -0.006 0.007 0.01
Si 6.804 -1.362 5.45 -0.02 -0.007 0.01
Si 9.515 1.361 5.446 -0.01 -0.011 0.002
Si 6.779 4.07 5.44 -0.001 0.006 0.006
Si 9.524 6.805 5.468 -0.009 -0.001 0.005
Si 6.791 9.497 5.483 0.018 -0.01 0.016
Si -6.764 -4.057 5.469 0.004 -0.005 0.014
Si -4.076 -1.373 5.464 -0.001 0.006 0.018
Si -1.37 1.393 5.425 -0.002 0 0.014
Si -4.074 4.078 5.424 0.011 -0.007 0.007
Si -1.337 6.794 5.398 -0.013 -0.014 -0.001
Si -4.05 -6.819 5.445 0 -0.003 0.002
Si -1.338 -4.076 5.426 -0.012 0.004 0.01
Si 2.719 0 6.764 0.002 -0.001 -0.011
Si 5.416 2.732 6.807 -0.017 -0.005 0.003
Si 2.711 5.43 6.79 0.004 0.007 -0.001
Si 5.448 8.149 6.852 -0.004 -0.005 0.004
Si 2.716 10.866 6.805 0 -0.004 -0.002
Si 5.439 -2.728 6.795 0.008 0.005 0.013
Si 8.157 0.003 6.81 -0.002 -0.001 -0.002
Si 10.889 2.718 6.794 0 0.006 0.006
Si 8.155 5.427 6.8 0.002 0.007 -0.004
Si -5.425 -8.157 6.812 0.004 0.002 0.004
Si -8.144 -5.439 6.8 0.002 -0.004 -0.005
Si 10.893 -2.712 6.842 -0.003 0.004 0.004
Si -2.713 0.012 6.791 -0.003 -0.003 0.008
Si 0 2.719 6.803 0.005 -0.001 0.003
Si -2.709 5.446 6.775 0.007 0.002 -0.011
Si 0.013 8.142 6.785 -0.001 -0.003 -0.002
Si -2.699 -5.441 6.791 -0.001 -0.002 -0.007
Si -0.011 -2.707 6.802 -0.002 0.018 0.008
Si 1.365 1.351 8.147 -0.002 -0.002 -0.006
Si 4.067 4.085 8.169 0.007 0.005 -0.003
Si 1.36 6.791 8.159 0 -0.003 0
Si 4.073 9.517 8.18 -0.002 -0.008 0.005
Si 1.358 -4.075 8.152 0.012 -0.001 -0.005
Si 4.078 -1.354 8.14 -0.005 -0.003 0.003
Si 6.785 1.362 8.156 -0.005 -0.006 -0.004
Si 9.522 4.073 8.156 -0.017 -0.002 -0.004
Si 6.814 6.785 8.183 0.004 0.014 0.006
Si -6.786 -6.794 8.166 0.01 0.001 0.002
Si 6.805 -4.083 8.157 -0.006 0.001 -0.008
Si 9.519 -1.35 8.176 0.007 0 -0.002
Si -4.077 1.361 8.158 0.001 -0.003 0
Si -1.357 4.089 8.152 -0.001 0.009 0.002
Si -4.068 6.793 8.156 -0.004 -0.004 -0.004
Si -1.345 -6.809 8.147 -0.005 0.003 -0.011
Si -4.061 -4.091 8.167 0.007 0.009 0.001
Si -1.364 -1.352 8.162 -0.005 -0.004 0.003
Si 0.01 -0.001 9.515 0.01 -0.003 0
Si 2.713 2.715 9.521 0.011 0 -0.005
Si -0.002 5.44 9.524 0.004 0.004 -0.004
Si 2.712 8.153 9.526 -0.008 0.001 0
Si 0.001 -5.441 9.511 -0.005 -0.005 -0.001
Si 2.725 -2.717 9.507 0.005 0.01 0.004
Si 5.431 0 9.517 0.002 -0.003 0.001
Si 8.154 2.717 9.514 0.003 -0.002 -0.001
Si 5.436 5.432 9.53 -0.012 0.006 -0.002
Si -8.148 -8.158 9.523 0.003 -0.011 -0.001
Si 5.443 -5.436 9.522 0.004 -0.003 -0.001
Si 8.159 -2.72 9.523 0.002 0.004 -0.002
Si -5.437 0.006 9.526 -0.005 0 0.002
Si -2.715 2.724 9.511 0.002 0 -0.004
Si -5.438 5.439 9.513 0.008 0.001 -0.003
Si -2.709 8.158 9.516 -0.004 0.004 -0.005
Si -5.426 -5.442 9.53 -0.003 0.003 -0.002
Si -2.714 -2.721 9.522 -0.013 0 0.001
Si 1.371 -1.361 10.874 -0.001 -0.007 -0.002
Si 4.076 1.361 10.884 -0.011 0.004 0.003
Si 1.356 4.078 10.883 -0.007 0.004 0.002
Si 4.074 6.794 10.882 0.013 0.002 0.002
Si 1.356 9.524 10.879 0.006 0.001 0
Si 4.084 -4.071 10.877 0.002 0 0
Si 6.794 -1.36 10.877 -0.002 0.003 0.005
Si 9.513 1.359 10.878 -0.004 0.003 -0.003
Si 6.797 4.07 10.885 0.001 0.001 -0.005
Si -6.794 -9.519 10.881 0 0.014 -0.004
Si -9.514 -6.796 10.876 0.002 -0.007 -0.003
Si 9.527 -4.078 10.88 0.005 -0.005 0.004
Si -4.078 -1.364 10.876 0.005 -0.002 -0.001
Si -1.35 1.363 10.868 -0.003 -0.005 -0.002
Si -4.078 4.081 10.871 -0.007 -0.002 -0.001
Si -1.357 6.803 10.887 0.002 -0.002 -0.001
Si -4.067 9.514 10.886 0 -0.006 0.002
Si -1.357 -4.085 10.88 0.005 0.01 -0.002
Si 2.722 -0.001 12.246 0.002 -0.005 0.001
Si 5.436 2.716 12.253 0.01 -0.004 0.002
Si 2.716 5.437 12.247 0.006 0.005 -0.002
Si 5.436 8.164 12.223 -0.008 0 -0.003
Si 2.717 10.889 12.232 -0.008 -0.007 0.002
Si 5.443 -2.718 12.246 0.002 0.003 0.005
Si 8.151 0 12.24 0.004 -0.005 0.003
Si 10.882 2.718 12.224 0.001 0.003 0.002
Si 8.158 5.44 12.233 0 0.002 0.002
Si -5.438 -8.158 12.243 0 -0.013 -0.006
Si -8.154 -5.437 12.238 0.001 0.002 0.001
Si 10.885 -2.718 12.242 0.001 0.006 0.003
Si -2.703 -0.009 12.22 0.001 0.007 -0.002
Si -0.002 2.719 12.242 0.004 0.004 0.002
Si -2.724 5.439 12.239 -0.004 -0.001 0.002
Si 0.001 8.169 12.246 0.001 0.01 -0.001
Si -2.715 -5.441 12.251 -0.005 -0.003 0.003
Si 0.012 -2.724 12.227 0 0 0.003
Si 1.354 1.356 13.604 -0.007 0 0.004
Si 4.075 4.08 13.612 -0.006 0.009 0.003
Si 1.365 6.812 13.604 0 -0.004 0.005
Si 4.075 9.522 13.579 0.018 0.001 -0.006
Si 1.365 -4.07 13.602 0.001 0.005 0
Si 4.087 -1.356 13.609 -0.006 0.001 0.006
Si 6.79 1.348 13.615 -0.003 0.009 0.001
Si 9.519 4.073 13.583 0.016 -0.007 0.004
Si 6.79 6.808 13.58 -0.001 0.002 -0.001
Si -6.792 -6.79 13.603 0 -0.007 0.003
Si 6.809 -4.08 13.602 0.003 -0.01 0.005
Si 9.518 -1.358 13.593 -0.011 0.016 0.001
Si -4.065 1.352 13.563 0.008 -0.018 -0.009
Si -1.366 4.077 13.599 -0.011 0.006 0.006
Si -4.091 6.794 13.601 -0.003 0.01 -0.001
Si -1.349 9.527 13.618 0.002 -0.003 0.013
Si -4.077 -4.075 13.609 -0.006 0.008 0.011
Si -1.345 -1.368 13.585 0.016 -0.015 -0.009
Si -0.004 -0.012 14.962 -0.008 0 -0.002
Si 2.717 2.706 14.966 -0.003 -0.003 0.005
Si -0.007 5.451 14.946 -0.003 0.002 0.002
Si 2.726 8.182 14.963 0.007 0.013 0
Si 0.017 -5.424 14.981 0.005 -0.006 0.005
Si 2.722 -2.708 14.965 0.005 -0.009 -0.003
Si 5.441 -0.014 14.996 -0.002 -0.005 0.003
Si 8.164 2.718 14.947 -0.005 0 -0.004
Si 5.428 5.469 14.955 0.01 0.011 0.004
Si 8.15 8.165 14.936 0.002 0.001 0
Si 5.432 10.872 14.937 -0.007 -0.006 -0.009
Si 8.168 -2.716 14.965 0.015 0.013 0.012
Si -5.415 -0.001 14.923 0.011 0.005 -0.008
Si -2.722 2.693 14.945 -0.006 -0.009 -0.001
Si -5.446 5.418 14.955 -0.008 0.003 0.002
Si -2.736 8.165 14.95 -0.008 -0.017 0.003
Si -5.452 -5.415 14.979 0.011 -0.008 0.007
Si -2.687 -2.727 14.955 0 0.018 -0.009
O 4.076 0.344 22.635 0.323 -0.419 0.087
O 5.475 2.514 21.964 0.003 -0.076 0.373
O 8.159 2.724 -0.434 -0.164 0.013 -0.524
O 2.671 5.557 22.111 -0.072 -0.086 0.21
O -6.999 -5.665 25.629 0.326 -0.048 -0.663
O -1.746 3.102 -3.039 -0.06 0.159 0.293
O -2.814 5.36 22.034 0.015 0.086 0.177
O -3.374 -6.334 22.593 0.299 0.141 -0.133
O -8.126 -5.593 22.244 -0.082 0.078 0.526
O 1.013 -7.452 22.867 -0.23 -0.403 -0.035
O 5.923 3.657 -6.592 -0.054 0.141 0.924
O 8.153 0.042 22.215 0.011 0.091 0.251
O 6.788 4.363 23.123 0.451 0.099 0.171
O 0.944 -6.675 -1.322 -0.38 0.14 -0.031
O 4.711 -3.684 -1.283 0.017 -0.667 -0.517
O -6.336 -5.393 -3.332 0.553 0.17 0.121
O -6.396 -3.772 23.042 -0.087 0.15 0.178
O -1.167 -4.347 23.371 -0.277 -0.121 0.374
O 6.67 -2.125 22.764 -0.352 -0.413 -0.312
O -8.094 4.107 -4.664 -0.023 -0.241 0.083
O 6.239 4.257 -1.315 0.15 0.038 -0.024
O -1.038 6.969 22.89 0.301 0.594 0.258
O 4.433 0.744 -3.846 -0.12 0.244 -0.149
O 1.917 5.981 -2.84 0.039 0.152 0.374
O 1.58 -0.37 22.998 -0.112 0.181 0.412
O 2.133 -4.603 -5.405 -0.464 -0.181 0.426
O -7.257 6.828 23.001 -0.631 -0.031 0.13
O -2.764 -2.696 -0.39 0.065 -0.137 -0.142
O 1.969 -2.459 -3.813 0.235 -0.261 0.462
O -0.08 5.578 -0.503 -0.046 -0.007 -0.37
O 2.108 0.087 -3.054 -0.09 0.746 -0.23
O 6.642 -1.846 -1.179 0.373 0.002 -0.485
O -4.756 4.316 -1.303 0.002 -0.201 -0.279
O -2.01 -5.905 -2.048 -0.116 0.043 0.34
O 2.671 -5.446 22.315 -0.1 -0.1 0.234
O -3.907 1.599 -2.834 -0.066 0.213 -0.125
O 5.591 6.352 24.279 0.239 -0.103 0.409
O 2.227 -8.044 25.068 0.032 -0.522 -0.51
O -4.695 3.76 22.975 0.123 -0.074 0.282
O -1.605 0.967 -1.583 0.547 -0.415 -0.121
O -5.391 3.034 25.415 -0.129 -0.467 0.384
O 1.039 -1.504 -1.364 -0.227 -0.096 -0.162
O -1.963 -3.925 -3.916 0.143 -0.147 -0.207
O -2.295 -8.008 -3.371 0.271 0.36 -0.481
O 6.449 -6.446 -1.332 -0.429 0.421 0.092
O -3.99 -3.257 -5.596 0.143 -0.23 -0.001
O 1.123 -2.351 -6.352 -0.137 -0.426 -0.435
O 3.932 4.247 -2.693 0.205 -0.406 -0.135
O 5.219 -7.546 -3.383 0.062 -0.445 0.026
O -7.437 1.955 -6.093 0.062 -0.289 -0.402
O 4.724 6.386 -1.405 -0.121 0.09 -0.079
O 5.579 0.141 -0.014 0.177 0.198 -0.08
O 4.723 -7.682 25.272 0.235 0.449 0.248
O -3.701 6.448 -2.359 0.195 0.172 0.389
O 4.143 -1.152 -1.972 -0.347 -0.09 0.336
O -1.378 1.769 23.306 0.437 -0.009 0.037
O -0.909 -4.17 26.053 0.457 -0.136 0.237
O 6.09 5.441 -3.593 -0.264 0.239 -0.268
O -8.039 -1.646 24.81 0.103 0.481 -0.426
O -2.151 -6.116 24.918 0.103 -0.577 0.517
O -8.083 8.159 -0.427 -0.162 0.011 -0.572
O -8.002 6.686 -4.144 -0.475 0.464 0.068
O -3.49 6.918 -5.069 0.235 -0.077 -0.095
O 6.266 -3.436 -5.705 0.281 -0.172 -0.484
O 1.061 6.057 -5.3 -0.298 0.289 -0.358
O 5.707 -2.549 -3.458 -0.105 0.475 -0.205
O -2.819 -0.098 22.296 0.151 -0.176 0.229
O 3.13 7.569 -4.504 0.261 -0.212 -0.46
O 3.757 1.388 -1.378 0.049 0.446 -0.348
O -6.112 6.534 -1.117 0.049 0.008 -0.189
O -7.309 -3.931 -1.312 -0.476 0.276 -0.089
O -4.115 5.384 -7.074 0.231 -0.026 -0.643
O -3.478 -1.794 -3.457 0.385 0.209 0.31
O 2.731 -6.483 -3.225 0.312 0.664 0.036
O -6.898 -6.713 -5.598 -0.058 -0.19 -0.15
O -1.843 -1.675 -5.42 -0.087 -0.003 -0.616
O -5.772 5.582 -3.51 -0.198 -0.567 -0.29
O -5.458 -5.473 -0.349 -0.081 0.247 -0.616
O -4.198 -4.545 24.28 0.378 0.057 0.539
O 6.631 1.22 -5.039 0.221 0.278 0.658
O -5.328 -8.104 22.025 -0.021 -0.091 0.264
O -1.496 7.87 -0.991 0.046 0.056 -0.157
O -4.448 -7.232 24.77 -0.053 -0.017 -0.227
O -0.322 8.017 25.056 -0.186 -0.004 0.352
O 6.016 -5.116 -3.614 -0.557 -0.052 0.031
O 2.852 8.074 -0.514 0.089 0.16 -0.444
O -2.893 2.722 25.32 -0.255 0.197 -0.214
O 6.89 5.936 -6.086 -0.349 0.482 -0.22
O 1.828 3.785 -4.268 0.349 -0.328 0.023
O 3.329 -1.159 24.689 -0.241 -0.045 0.314
O -6.061 -8.047 -3.59 0.142 0.209 0.167
O 2.686 -2.842 -0.001 -0.043 0.002 -0.066
O 4.036 -6.486 -5.479 0.449 0.169 -0.153
O -1.624 5.692 -3.668 0.316 0.109 0.01
O -0.749 -3.866 -1.486 0.454 0.498 0.048
O -4.359 -2.105 23.112 -0.032 -0.169 0.152
O -4.725 -1.206 -1.246 -0.255 0.477 0.097
O 8.026 -0.545 -6.35 -0.192 -0.248 0.083
O 6.449 -7.492 23.233 0.018 -0.005 0.218
O 3.684 -2.665 -5.879 0.07 0.172 -0.153
O -5.576 6.722 25.095 0.291 -0.358 -0.052
O 4.128 7.74 22.775 -0.217 0.421 -0.048
O -1.989 5.915 25.108 -0.312 -0.37 -0.345
O -3.872 -7.388 -1.181 -0.402 -0.162 -0.391
O 0.125 -2.507 22.234 -0.063 0.108 0.474
O 0.194 0.008 -5.913 -0.135 0.329 0.027
O 0.744 -8.093 -3.64 -0.632 -0.112 -0.01
O -6.654 2.057 23.224 0.102 -0.158 0.348
O -6.117 1.329 -1.34 0.259 -0.206 -0.075
O -5.797 -2.825 -3.122 0.202 -0.167 -0.463
O 0.531 5.606 24.583 0.598 0.385 0.149
O 2.172 3.785 25.492 -0.051 0.574 0.733
O -5.658 -2.628 25.305 0.478 0.226 0.424
O 4.356 3.882 24.121 -0.337 0.135 -0.385
O 7.281 -4.116 24.538 -0.277 -0.451 -0.439
O -5.684 3.755 -5.835 -0.264 0.411 -0.097
O 0.172 -5.472 -3.447 0.191 0.272 -0.384
O -2.878 2.776 -0.309 0.031 0.046 -0.045
O 8.137 -3.596 -3.811 0.119 0.099 -0.215
O 4.003 -3.529 23.588 0.118 -0.109 0.106
O -6.084 -1.867 -6.637 0.284 0.443 0.234
O 1.813 -6.672 -6.915 0.018 -0.708 -0.01
O -5.917 6.882 -5.851 -0.306 -0.101 -0.309
O -5.664 -0.207 -3.426 -0.418 -0.009 -0.489
O 6.326 4.283 25.739 0.682 0.16 0.168
O -1.829 0.782 -4.278 -0.213 0.205 -0.368
O -0.22 -1.08 -3.527 -0.231 -0.027 0.444
O 7.857 -6.94 -3.49 0.085 -0.444 -0.205
O -0.622 3.942 -5.266 0.1 -0.453 -0.392
O 8.103 6.702 25.369 -0.357 0.146 -0.22
O -6.922 4.604 24.178 -0.34 -0.031 0.182
O 0.529 -5.871 24.847 0.35 0.432 0.334
O -3.262 4.044 -4.911 -0.514 -0.188 0.43
O -0.326 3.165 25.206 0.076 -0.042 0.603
O 1.201 3.915 -6.962 -0.283 -0.384 0.226
O 4.405 1.519 -6.422 -0.664 0.145 0.023
O 1.591 3.777 -1.539 0.122 -0.488 -0.38
O -6.244 -4.452 -6.53 -0.154 0.126 0.177
O 1.129 3.61 23.035 0.146 -0.475 -0.13
O -6.331 2.35 -3.72 -0.289 0.062 0.307
O -1.318 0.791 25.797 0.141 -0.316 -0.035
O 5.705 -2.092 25.109 -0.022 0.319 0.692
O 2.856 1.503 24.526 -0.396 0.029 0.059
O 5.35 -0.849 -5.844 0.115 0.016 0.258

Results
total energy: -101651.781 eV
total energy less fixed offsets of O -438.25, Si -107.07 eV per atom: 1.419 eV
